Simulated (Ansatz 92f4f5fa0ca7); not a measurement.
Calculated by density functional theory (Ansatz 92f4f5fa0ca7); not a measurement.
Periodic cell of 256 atoms, Si144O112, from a study of silicon, its oxide and their interface. The atomic structure is a simulated model.
This geometry differs little from another in the collection (a relaxation step or a small displacement).

Settings
functional: r2SCAN
potential files: Ansatz PAW
basis: plane waves
wave-function cutoff: 800 eV
density cutoff ratio: 5
exchange-correlation grid ratio: 1
k mesh: 1 x 1 x 1, shifted by 0.5 0.5 0 of a step
self-consistency stop: 1e-10 eV per atom in the density residual
occupations: fixed
spin: none
net charge: 0

Cell vectors (angstrom)
a	10.88	0	0
b	0	10.88	0
c	-1.9305	-5.236	35.9167

Atoms and the computed forces on them: element, x, y, z (angstrom), force x, y, z (eV/angstrom)
Si	1.6341	-1.6063	0.0572	0.0057	-0.0077	0.0439
Si	4.3458	1.0439	0.2387	0.0091	-0.0036	0.043
Si	1.0665	4.4158	-0.0668	-0.0065	0.0025	0.0522
Si	3.8439	-3.8308	0.0183	-0.0029	0.0043	0.0431
Si	-4.3183	-1.1661	0.1472	-0.0038	0.0052	0.0388
Si	-1.6558	1.7045	0.0222	-0.0065	0.0054	0.0488
Si	6.9837	3.8894	0.2444	0.0066	-0.0038	0.0318
Si	-1.1978	-4.267	0.112	0.0037	-0.0035	0.0374
Si	2.7434	-0.0897	1.472	0.0002	0	-0.0032
Si	5.4279	2.6943	1.4807	-0.0003	0.0018	-0.0025
Si	2.6807	-5.4126	1.3076	0.0014	0.0002	-0.0038
Si	5.3895	-2.7243	1.4256	0.0006	-0.0003	-0.003
Si	-2.6934	0.0233	1.3369	0.0019	-0.0018	-0.002
Si	0.0197	2.7569	1.2771	0.0009	-0.001	-0.003
Si	8.1714	5.4568	1.4794	0.0003	0.0011	-0.003
Si	0.0281	-2.7214	1.3691	0.0005	0.0007	-0.0019
Si	1.3488	1.368	2.6669	0	0	0.0006
Si	4.0303	4.1032	2.7026	0.0007	-0.0006	0.0013
Si	1.3597	-4.0881	2.7621	-0.0001	0.0004	-0.0003
Si	4.0728	-1.4102	2.8614	0.0001	-0.0005	0.0003
Si	6.8247	1.3302	2.7944	0.0003	0.0006	0.0016
Si	9.5673	4.0694	2.7667	0.0007	0.001	0.0003
Si	6.7755	6.8122	2.7557	0.0004	-0.0003	0.0004
Si	-1.3408	-1.3409	2.6892	-0.0001	0.0006	0.0014
Si	0.0046	0.0145	4.0564	-0.0001	0	-0.0008
Si	2.6961	2.7202	4.0529	0.0002	0.0004	-0.0006
Si	0.0123	5.4342	4.1257	0.0004	-0.0001	0.0005
Si	2.702	-2.7589	4.1644	0.0006	-0.0002	-0.0002
Si	5.4527	-0.0166	4.1475	0.0012	0.0002	0.0003
Si	8.1844	2.7141	4.1135	0	-0.0008	0
Si	5.4135	5.4349	4.0786	0.0002	0.0007	-0.0015
Si	8.1646	-2.6983	4.0654	0.0003	0.0003	-0.0012
Si	1.3519	-1.4215	10.852	0.0002	-0.0004	-0.0002
Si	4.1154	1.3354	10.8382	-0.0008	-0.0002	-0.0004
Si	1.3293	4.0951	10.8615	0.0004	0.0002	0.0003
Si	4.0573	-4.0368	10.8767	0.0003	-0.0011	-0.0002
Si	6.8007	-1.3142	10.906	0.0005	-0.0009	-0.0014
Si	-1.413	1.3435	10.8959	0.0001	-0.0009	-0.0011
Si	6.8276	4.0522	10.8311	-0.0003	-0.0002	-0.0007
Si	-1.3279	6.7956	10.826	0.0004	0	-0.0018
Si	2.758	-0.0725	12.1326	0.0012	-0.0012	-0.0011
Si	5.5047	2.6728	12.1846	0.0005	-0.0018	0.0008
Si	2.6565	5.5019	12.2044	-0.0015	0.0017	0.0015
Si	5.4255	-2.6644	12.2372	-0.0005	0.0009	-0.0003
Si	-2.73	-0.0024	12.3468	0.0004	-0.0004	-0.0007
Si	-0.0439	2.7184	12.1987	-0.0006	0.0007	0.001
Si	8.1938	5.4389	12.1376	0.0002	-0.0003	-0.001
Si	0.007	-2.7788	12.2507	0.0007	-0.0012	-0.0022
Si	1.3373	1.2686	13.3939	0.0008	0.0004	-0.0042
Si	4.0817	4.1075	13.3661	0.0008	-0.0013	-0.0021
Si	1.3554	-4.0894	13.7197	-0.0006	0	-0.003
Si	4.0668	-1.3514	13.6488	0.0001	-0.0005	-0.0019
Si	-4.0782	1.372	13.7414	-0.0018	0.0014	-0.0022
Si	-1.3455	4.1252	13.5669	0.0003	0.0004	-0.0028
Si	6.8221	-4.0679	13.4605	0.0009	-0.0004	-0.0027
Si	-1.3718	-1.4555	13.6402	0.0009	-0.0021	-0.0028
Si	0.2914	-0.2894	14.794	-0.0106	0.0099	0.0488
Si	2.8599	2.5557	14.5397	-0.0073	0.0071	0.0418
Si	-0.2676	-5.2423	15.0156	0.0025	-0.0059	0.0462
Si	2.5191	-2.4777	15.0199	0.008	-0.0062	0.044
Si	5.0525	0.3264	14.9769	0.0016	-0.0024	0.0558
Si	-3.0045	3.1589	14.8726	0.0067	-0.003	0.0528
Si	5.5784	5.3033	14.6852	-0.0068	0.0077	0.044
Si	-2.5562	-3.0638	14.9475	-0.0094	0.0053	0.0555
Si	-0.424	3.2689	-4.8718	-0.0037	-0.0014	0.1158
Si	4.218	-3.1564	24.3572	-0.0099	-0.0065	0.1239
Si	7.8401	-3.022	-2.1121	0.0022	-0.0107	0.0837
Si	2.2586	-3.2873	-3.82	0.0008	0.0165	0.1001
Si	1.4212	-4.0033	-6.7559	0.005	0.0048	0.1205
Si	7.6127	-0.8922	-7.0171	-0.0109	0.0026	0.1269
Si	-0.2236	-1.7269	21.4643	0.0007	-0.0162	0.1063
Si	-2.3589	2.1026	20.4095	0.0013	0.013	0.1143
Si	4.3056	2.7035	-6.9558	0.0007	-0.0058	0.1175
Si	-0.4829	2.8352	-9.254	-0.0029	0.013	0.1278
Si	2.8536	-4.7359	-9.1198	-0.0084	-0.0059	0.0963
Si	5.0833	0.9953	17.7859	-0.0084	0.0133	0.1065
Si	1.0163	-0.5491	-2.8388	-0.0038	0.0026	0.0898
Si	-1.0979	0.0498	17.4336	-0.0024	-0.0026	0.104
Si	7.7283	2.2497	17.6174	-0.0001	-0.0078	0.108
Si	1.5554	4.79	-3.0431	0.0087	-0.0073	0.1014
Si	4.2447	3.6615	-4.0768	0.001	0.0126	0.1059
Si	-2.635	0.6085	-9.7029	0.0078	-0.001	0.118
Si	1.6106	-2.5204	-10.6386	-0.0045	0.0022	0.1134
Si	5.6955	-5.2646	-2.0934	0.006	0.006	0.0855
Si	-1.4744	1.0375	-3.0109	0.0119	-0.0082	0.0955
Si	0.2658	0.976	20.0839	-0.0059	-0.0067	0.104
Si	1.2157	-4.1226	20.7609	0	-0.0049	0.1054
Si	2.3356	3.5318	23.8937	-0.0198	-0.0283	0.122
Si	1.7291	-4.5709	23.6089	0.0129	0.0018	0.1032
Si	2.0647	-1.1406	-7.9592	0.0123	0.0101	0.1116
Si	1.6299	4.2707	16.9165	0.0157	-0.0079	0.0981
Si	1.3001	1.7064	-6.9373	0.0107	0.0122	0.1073
Si	7.6648	-0.9638	-4.0467	0.0077	-0.0148	0.1074
Si	-1.1347	5.109	-7.2815	0.0106	-0.0116	0.1055
Si	4.5455	-1.3885	-3.9525	0.0049	-0.0056	0.0953
Si	-0.8637	-3.0525	24.0684	-0.0072	0.0071	0.1307
Si	-1.365	-2.1923	-10.665	0.0154	0.0004	0.1184
Si	5.7332	-2.3674	21.914	-0.0044	-0.0205	0.1198
Si	2.6216	2.3746	18.9963	0.0156	0.0064	0.1096
Si	3.8749	-4.3648	17.0497	0.0074	-0.0097	0.1146
Si	4.1478	-4.2395	20.0483	-0.0004	0.0024	0.1279
Si	4.8405	4.171	-9.6304	-0.0138	0.0083	0.1096
Si	6.7852	-0.4302	19.8926	0.0055	-0.008	0.1099
Si	6.7506	3.4431	22.5591	-0.0098	0.0084	0.1235
Si	4.666	-0.358	-6.7655	-0.0052	0.0008	0.1024
Si	4.0705	3.8603	21.2793	-0.0031	-0.0056	0.1266
Si	-2.7024	-2.3786	17.8141	0.0036	-0.0057	0.1193
Si	5.5445	-3.8716	-9.8442	0.0093	-0.0107	0.0984
Si	-2.6454	-3.48	-8.3336	0.0028	-0.0037	0.1025
Si	3.514	1.0424	-2.6116	-0.007	0.008	0.0875
Si	-1.4848	-3.9203	19.8907	0.0119	-0.0097	0.107
Si	7.9434	-4.5899	22.3297	-0.0008	-0.0033	0.1069
Si	1.3418	-1.3456	5.4527	0.0001	-0.0004	-0.0002
Si	4.0622	1.3755	5.4372	0	0	-0.0004
Si	1.3693	4.058	5.4543	0.0001	0.0006	0
Si	4.0858	6.7697	5.4799	-0.0002	0.0003	-0.0001
Si	6.8194	-1.3773	5.4712	0.0003	0.0002	0.0004
Si	-1.3416	1.346	5.4497	0	-0.0002	-0.0002
Si	6.7895	4.0838	5.4341	0.0001	-0.0003	-0.0006
Si	9.5061	6.8099	5.4408	0.0004	-0.0004	-0.0007
Si	2.7096	0.0137	6.8071	0.0002	-0.0004	-0.0011
Si	5.4271	2.7302	6.7949	0.0004	-0.0003	-0.0009
Si	2.7291	5.4062	6.8101	0	0.0002	-0.0004
Si	5.4501	-2.7388	6.8158	0.0003	-0.0002	-0.0002
Si	-2.7025	-0.0077	6.8018	0.0002	-0.0004	-0.0002
Si	0.0129	2.7004	6.8072	0.0003	0.0001	-0.0007
Si	8.1394	5.4496	6.8016	0.0004	-0.0004	-0.001
Si	-0.0195	-2.7095	6.8042	0.0004	-0.0004	-0.0007
Si	1.3542	1.3551	8.1945	0.0003	-0.0006	-0.0005
Si	4.0808	4.0762	8.1836	0.0005	-0.0008	-0.0002
Si	1.36	6.7841	8.1177	0.0002	-0.0005	-0.0008
Si	4.0822	-1.3602	8.1371	-0.0002	-0.0002	-0.0002
Si	6.7986	1.3552	8.1177	0	-0.0006	-0.0005
Si	-1.366	4.0646	8.124	0	-0.0005	-0.0005
Si	6.7969	-4.0785	8.1954	0.0003	-0.0003	-0.0002
Si	-1.3666	-1.3551	8.1792	0.0004	-0.0005	-0.0006
Si	-0.0141	-0.01	9.5532	-0.0002	-0.0003	-0.0007
Si	2.7232	2.7201	9.5412	0.0001	0.0004	-0.0006
Si	-0.0049	5.4289	9.4627	0.0004	-0.0005	-0.0017
Si	2.7116	-2.7319	9.467	0.0002	-0.0013	-0.0014
Si	5.4601	-0.0045	9.4793	0.0005	-0.0009	-0.0012
Si	8.1595	2.6963	9.4746	0.0007	-0.0011	-0.0012
Si	5.4277	5.4422	9.5479	0.0002	0.0005	-0.0005
Si	8.1556	-2.6983	9.5455	0.0005	0.0003	-0.0003
O	6.994	0.9729	-10.6956	-0.0243	0.0198	-0.059
O	-1.4203	-4.1512	15.4277	0.0042	-0.0024	-0.026
O	3.9611	1.5305	15.1553	-0.0042	0.0031	-0.0299
O	5.2421	-0.0829	16.5683	-0.0004	-0.0114	-0.0719
O	-0.1286	-5.3926	-0.3799	0.0044	-0.003	-0.0269
O	2.7539	-2.6955	-0.4746	-0.0009	0.002	-0.0285
O	-0.6762	-1.8609	23.0003	0.01	0.0215	-0.0797
O	3.8341	-2.8402	-3.7383	-0.0004	0.0039	-0.0325
O	2.7539	5.3761	17.2097	-0.0023	-0.0006	-0.0422
O	6.6695	4.2091	15.1707	-0.0019	0.0024	-0.0243
O	7.541	-2.6172	16.3377	0.001	-0.0115	-0.0791
O	2.0573	3.3028	15.7185	0.0116	-0.017	-0.0535
O	4.6726	-2.943	20.8385	-0.0125	-0.0165	-0.0595
O	-1.3982	2.3499	-3.9515	0.0131	0.0269	-0.0526
O	5.5112	0.0132	-0.2747	-0.0012	0.0011	-0.0242
O	4.4869	-4.4932	-1.3313	0.0141	-0.0119	-0.0472
O	8.0601	2.799	-0.3007	0.0027	-0.0022	-0.0228
O	0.2726	2.0444	-8.1001	-0.0255	0.0164	-0.074
O	7.0694	-1.9205	-1.2027	0.0115	-0.0127	-0.0482
O	7.9386	0.3475	-3.1208	-0.0091	-0.008	-0.038
O	3.3216	4.7541	-9.8191	0.0048	-0.005	-0.0319
O	-1.8617	-4.2013	23.4863	-0.0213	-0.0128	-0.0589
O	-2.4136	2.9893	16.3964	0.0034	0.0127	-0.0715
O	4.5794	5.3711	20.9633	-0.003	0.0186	-0.0472
O	0.6715	2.2621	-5.5444	0.0199	-0.0182	-0.0653
O	6.324	4.5618	-1.0616	-0.0148	0.018	-0.0449
O	1.4775	-2.4872	-7.2947	0.0045	0.0205	-0.0458
O	1.4428	0.0926	-7.0907	0.0011	-0.0124	-0.0388
O	-1.1109	1.3418	-1.4647	0.0017	-0.0073	-0.072
O	7.9504	2.7742	21.7401	0.0253	-0.0261	-0.0708
O	1.4039	-1.3338	15.4206	0.0017	-0.0017	-0.0224
O	0.2631	5.0021	16.4424	-0.0147	0.0152	-0.0512
O	-0.8032	4.3088	-8.6596	0.0059	-0.0231	-0.0585
O	7.0528	5.0217	22.7359	0.0049	0.0079	-0.0442
O	3.1692	-3.032	16.4307	-0.0173	0.0201	-0.057
O	1.8008	1.4485	20.0374	0.0081	0.0078	-0.0405
O	-1.7854	3.3917	24.6692	-0.0117	0.0013	-0.041
O	4.2835	2.148	-3.492	0.007	0.0176	-0.0408
O	8.0105	0.5622	20.283	-0.0069	-0.0057	-0.0394
O	4.6083	-4.1557	18.4918	-0.0046	-0.0017	-0.0956
O	1.7885	-1.3046	-9.5531	-0.0076	-0.0189	-0.0748
O	2.7154	2.4607	-7.1517	-0.0011	0.0017	-0.0341
O	2.7462	4.2041	-3.9418	0.0082	-0.0045	-0.0395
O	5.3729	3.0926	21.8207	-0.0156	0.0024	-0.0462
O	-0.748	2.1518	20.5169	0.0068	-0.0058	-0.0377
O	-2.4993	-2.2795	-7.2731	0.006	-0.0232	-0.0516
O	0.8005	3.0107	24.0961	0.028	0.0088	-0.0505
O	3.6597	-0.9225	-7.8777	-0.0175	-0.0086	-0.0491
O	8.1043	-0.4729	-5.5281	-0.0028	0.0013	-0.0889
O	2.2036	5.0344	24.4858	0.0002	0.0098	-0.0421
O	1.5881	4.0586	-1.582	0.0063	0.0086	-0.0729
O	1.1335	-2.5652	21.2019	-0.0007	0.0001	-0.0384
O	6.8129	-4.1924	-2.5506	0.0004	0.0025	-0.0289
O	-1.3733	-2.413	20.5362	-0.0145	-0.0101	-0.0522
O	1.5384	3.3106	18.2221	-0.0116	0.0252	-0.062
O	1.9527	-3.9469	-5.2501	-0.0174	-0.013	-0.0925
O	1.4421	-1.9108	-3.5946	0.0098	-0.0212	-0.0331
O	-1.7977	1.9901	-9.6541	-0.0072	-0.0066	-0.0401
O	2.5513	-4.3333	19.9393	0.0226	-0.0004	-0.0486
O	-0.4064	0.4861	16.0497	0.0221	-0.0032	-0.0708
O	0.4717	2.9037	-10.542	0.029	-0.0151	-0.0866
O	3.1287	-3.8057	23.355	-0.0117	-0.0043	-0.0467
O	7.8547	0.2267	-8.1645	0.0139	0.0258	-0.0811
O	-1.3365	-1.5397	17.5424	0.0033	0.0062	-0.0409
O	0.5822	-3.7337	24.3914	0.0044	-0.0038	-0.0453
O	5.2073	4.7388	-3.3534	-0.0168	-0.0249	-0.0528
O	6.7941	-3.2772	-9.0383	-0.0244	-0.003	-0.0444
O	0.0189	-4.4949	19.7419	-0.0119	-0.003	-0.0433
O	4.2203	-0.4102	-2.7107	0.0064	-0.0161	-0.0399
O	-0.1019	0.4813	18.6036	-0.0188	-0.0133	-0.0763
O	-0.3979	-0.0916	-3.4523	-0.0048	0.0047	-0.0327
O	7.2155	-1.6154	18.8694	0.0137	-0.0158	-0.0568
O	4.0112	-0.688	-5.3134	0.002	0.0173	-0.0779
O	-1.2529	4.05	-6.0439	-0.0094	0.0267	-0.071
O	2.8765	3.6498	22.3675	0.0321	0.0065	-0.0874
O	4.9734	1.2252	-6.904	0.0034	0.0058	-0.0341
O	3.6183	3.2855	19.8605	-0.0228	-0.0261	-0.0745
O	1.664	-3.9755	-9.9031	-0.0091	0.0211	-0.0431
O	5.5636	0.3594	19.1906	-0.018	0.0183	-0.0594
O	4.1441	-3.742	-9.0309	0.0143	0.0034	-0.0365
O	3.5682	1.582	-1.0899	-0.009	-0.0008	-0.0627
O	1.9872	0.7436	-3.0696	0.0001	0.0015	-0.0317
O	4.6481	3.5378	-5.621	0.0017	-0.0151	-0.083
O	-2.4392	-2.2543	-3.4108	-0.0002	0.0235	-0.0504
O	4.946	3.6067	-8.1229	0.0125	0.0277	-0.0814
O	-0.0487	-4.6461	-6.8611	-0.0074	-0.0023	-0.037
O	5.1235	-2.2107	23.4094	0.0242	0.0127	-0.0809
O	-1.7992	-0.6776	-10.2433	0.0092	-0.0167	-0.0481
O	0.9657	-0.8857	-1.2459	-0.0062	0.0142	-0.065
O	-1.8245	-3.6417	-1.2544	-0.016	0.0143	-0.0438
O	3.3907	2.5925	24.6927	-0.0144	0.0321	-0.0676
O	6.1399	-1.4884	-4.044	-0.0031	0.0064	-0.0368
O	-2.2782	-3.7919	18.4988	-0.0184	0.0184	-0.0674
O	6.9914	-3.337	22.0798	-0.0066	0.0109	-0.0387
O	-2.4848	-4.9167	-7.6011	-0.0102	0.0176	-0.0386
O	-2.5634	0.7317	17.5551	0.0013	0.0012	-0.04
O	4.9988	-4.8571	16.0171	0.0218	-0.0133	-0.0593
O	1.1415	-4.9798	22.1432	-0.0082	0.0096	-0.0829
O	5.2427	2.9574	-10.57	0.0224	-0.0308	-0.0653
O	6.03	-1.1734	-6.9542	0.0117	-0.0033	-0.0361
O	0.2249	4.3941	-3.8847	-0.0196	-0.0149	-0.051
O	8.0697	2.893	19.0622	-0.0129	-0.0007	-0.0781
O	1.7889	-4.4838	-2.8108	0.0014	0.011	-0.0359
O	0.0774	-0.1974	21.1612	0.0027	0.0284	-0.0475
O	-2.2195	-4.9187	20.9222	0.0197	0.0085	-0.0683
O	-1.4817	-3.2343	-9.432	0.0154	0.0216	-0.0658
O	2.3815	-4.999	-7.6011	0.02	-0.0039	-0.0622
O	6.6359	2.8904	24.0718	-0.0137	0.001	-0.0857
O	5.8259	5.4125	-9.9931	0.003	0.0044	-0.0314
O	6.2531	-0.9719	21.3194	0.0151	0.0268	-0.0633
O	6.1167	2.2118	17.4332	0.0025	0.0016	-0.0396
O	3.5591	1.5181	17.9859	0.0179	-0.0146	-0.0428

Results
free energy: -155993.050 eV
free energy less fixed offsets of O -570.45, Si -639.56 eV per atom: -6.010 eV

The program warned: the cutoff lies below the one the program advises for these potential files; the forces do not sum to zero within the program's tolerance; empty levels may hold ghost states of the PAW files; the exchange-correlation potential is rough where the density is thin.
